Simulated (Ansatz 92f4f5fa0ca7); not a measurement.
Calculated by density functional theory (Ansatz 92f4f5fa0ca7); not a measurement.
Periodic cell of 225 atoms, Si133O90H2, from a study of silicon, its oxide and their interface. The atomic structure is a simulated model.
Doubt: the cutoff is far below the 930 eV that the study's wrapper takes by default for these files, so forces and energies are approximate.
This geometry differs little from another in the collection (a relaxation step or a small displacement).

Settings: functional PBE; potential files Ansatz PAW; basis plane waves; wave-function cutoff 580 eV; density cutoff ratio 5; exchange-correlation grid ratio 1; k mesh 1 x 1 x 1, Gamma-centred; self-consistency stop 5e-08 eV per atom in the density residual; occupations fixed; spin none; net charge 0.

Cell vectors (angstrom)
a  10.938  0  0
b  0  10.938  0
c  0  0  32.301

Atoms and the computed forces on them: element, x, y, z (angstrom), force x, y, z (eV/angstrom)
Si  0.3782  -0.394  24.8693  -0.0024  0.0036  -0.0084
Si  5.2133  0.2133  24.7538  0.0094  -0.0136  0.0312
Si  2.8634  2.3655  24.7263  -0.0038  0.0072  0.0048
Si  7.8391  2.857  24.7404  0.0092  -0.0083  0.0293
Si  -0.2777  5.6921  24.9241  0.008  -0.0126  0.021
Si  5.6942  5.1919  24.8501  -0.0078  0.0049  -0.0022
Si  2.584  8.2497  24.8445  0.0056  -0.005  0.0145
Si  8.3331  7.7725  24.9758  -0.0054  0.0077  0.0067
Si  1.4156  1.2419  26.1941  -0.008  0.0051  0.0032
Si  6.7467  1.3459  26.1566  0.0007  0.0015  -0.0058
Si  4.0251  4.0211  26.0376  -0.0018  0.0014  0.0058
Si  9.5304  3.972  26.0665  -0.003  0.0036  -0.0099
Si  1.3315  6.8046  26.2229  -0.0059  0.0022  -0.0029
Si  6.8286  6.6517  26.3187  -0.0047  0.0055  0.0005
Si  4.1468  9.4987  26.0963  -0.0006  0.0095  -0.0074
Si  9.5457  9.5067  26.0803  -0.0082  0.0009  0.0066
Si  2.8071  -0.0768  27.5418  0.0066  -0.0066  0.0011
Si  8.205  -0.0122  27.4677  -0.0008  0.0022  0.0024
Si  0.0226  2.6883  27.4761  0.004  0.0012  0.0062
Si  5.4264  2.7529  27.5133  0.0041  -0.0001  -0.0013
Si  2.7453  5.4257  27.4928  0.001  0.0029  0.007
Si  8.2757  5.3468  27.5738  0.0054  -0.0064  0.0052
Si  -0.0159  8.2227  27.5429  0.0083  -0.0037  0.0018
Si  5.4999  8.1743  27.5216  -0.0007  0.0006  0.0078
Si  4.1018  1.3673  28.8827  0.0726  -0.0562  0.1603
Si  9.5708  1.3673  28.8827  -0.0234  -0.0934  -0.2731
Si  1.3673  4.1018  28.8827  -0.0377  -0.1856  -0.1856
Si  6.8362  4.1018  28.8827  -0.1437  -0.3386  0.3395
Si  4.1018  6.8362  28.8827  -0.0605  -0.1108  -0.1475
Si  9.5708  6.8362  28.8827  0.1201  -0.1739  0.1662
Si  1.3673  9.5708  28.8827  0.0668  -0.0179  0.2429
Si  6.8362  9.5708  28.8827  0.1522  0.0309  -0.1165
Si  0  0  30.25  0.0496  -0.004  -0.0228
Si  5.469  0  30.25  0.0035  0.1132  0.0032
Si  2.7345  2.7345  30.25  -0.0673  -0.1098  -0.0083
Si  8.2035  2.7345  30.25  -0.2078  -0.0609  0.0108
Si  0  5.469  30.25  -0.0323  0.1092  0.0015
Si  5.469  5.469  30.25  0.0537  0.0124  -0.0202
Si  2.7345  8.2035  30.25  -0.1643  -0.0435  -0.0028
Si  8.2035  8.2035  30.25  -0.0424  -0.05  -0.0211
Si  1.3673  1.3673  31.6172  -0.0287  0.0442  0.0042
Si  6.8362  1.3673  31.6172  0.1226  -0.0737  0.0025
Si  4.1018  4.1018  31.6172  -0.0036  0.0215  -0.0236
Si  9.5708  4.1018  31.6172  0.033  -0.0244  -0.0445
Si  1.3673  6.8362  31.6172  0.0833  -0.0635  -0.0068
Si  6.8362  6.8362  31.6172  -0.0307  0.0211  -0.0032
Si  4.1018  9.5708  31.6172  0.0329  -0.0379  -0.0464
Si  9.5708  9.5708  31.6172  0.0219  -0.0124  -0.0185
Si  2.7345  0  0.6835  0.0005  -0.0158  0.0148
Si  8.2035  0  0.6835  -0.1048  0.047  0.012
Si  0  2.7345  0.6835  -0.0241  0.007  0.0418
Si  5.469  2.7345  0.6835  -0.0056  -0.0192  0.0019
Si  2.7345  5.469  0.6835  -0.0862  0.072  0
Si  8.2035  5.469  0.6835  -0.0091  0.0158  0.0169
Si  0  8.2035  0.6835  -0.0002  -0.0104  0.0036
Si  5.469  8.2035  0.6835  -0.0109  0.0268  0.0434
Si  4.1018  1.3673  2.0507  0.0348  0.0555  0.049
Si  9.5708  1.3673  2.0507  0.0384  -0.0433  -0.0494
Si  1.3673  4.1018  2.0507  0.1632  0.0561  -0.0378
Si  6.8362  4.1018  2.0507  0.0087  0.0161  0.0667
Si  4.1018  6.8362  2.0507  -0.0256  -0.1263  -0.0438
Si  9.5708  6.8362  2.0507  0.0356  0.0464  0.0612
Si  1.3673  9.5708  2.0507  -0.0333  -0.0116  0.054
Si  6.8362  9.5708  2.0507  0.1546  0.0279  -0.0502
Si  0  0  3.418  -0.1748  0.1239  -0.2111
Si  5.469  0  3.418  0.1824  0.0818  0.1583
Si  2.7345  2.7345  3.418  0.0518  0.4345  -0.3131
Si  8.2035  2.7345  3.418  0.1335  -0.1033  0.1444
Si  0  5.469  3.418  0.1826  0.1065  0.1892
Si  5.469  5.469  3.418  -0.4526  0.0405  -0.1287
Si  2.7345  8.2035  3.418  -0.0472  -0.245  0.2408
Si  8.2035  8.2035  3.418  0.0137  0.5007  -0.3719
Si  1.3249  1.4444  4.7191  -0.0032  0.0066  -0.0017
Si  6.8569  1.3759  4.8239  0.0011  -0.0049  -0.0107
Si  4.0741  4.1192  4.8191  -0.0071  0.0018  0.0024
Si  9.5763  4.1185  4.7897  -0.0022  -0.004  -0.0035
Si  1.3613  6.8385  4.8556  0.0031  -0.0036  -0.0045
Si  6.7605  6.9345  4.6972  -0.0066  0.0053  -0.0009
Si  4.0846  9.5921  4.7769  -0.0016  -0.0033  -0.007
Si  9.5444  9.6197  4.7878  -0.0092  0.0068  -0.0034
Si  2.7349  0.1255  6.0107  0.0046  -0.0047  -0.005
Si  8.2563  0.0788  6.2588  0.0039  -0.0062  0.0111
Si  0.047  2.7924  6.195  0.0027  -0.0033  0.0135
Si  5.518  2.7833  6.1641  -0.0011  -0.0029  -0.0102
Si  2.7147  5.4645  6.3068  0.0027  -0.0026  0.0072
Si  8.1552  5.5907  5.9539  0.0057  -0.0068  -0.0018
Si  -0.012  8.2922  6.1594  0.0057  -0.0046  -0.0069
Si  5.4907  8.2989  6.1749  0.0082  -0.0018  0.0071
Si  3.9855  1.5316  7.4288  -0.0009  0.0024  0.0154
Si  9.8747  1.2736  7.5955  -0.0117  0.0153  -0.0322
Si  1.6832  3.7248  7.6569  -0.0039  0.0055  -0.0222
Si  6.6562  4.4953  7.3388  0.0097  0.0012  0.0105
Si  4.3915  6.6735  7.4673  -0.0142  0.0094  -0.0082
Si  9.2532  7.1136  7.3239  -0.0007  -0.004  0.0087
Si  1.1515  9.9963  7.3277  0.0114  -0.0016  0.0253
Si  7.1039  9.4073  7.5569  -0.006  0.0097  -0.0179
O  9.5179  6.7707  24.3688  -0.0001  -0.0027  -0.0112
O  4.0522  1.2965  24.2128  -0.0024  -0.0015  -0.0116
O  8.1714  8.205  7.9518  -0.0015  0.0018  0.008
O  2.8984  2.6523  7.9385  0.0037  -0.0022  0.0042
O  6.8145  4.0901  24.3446  -0.0028  0.0052  -0.0074
O  1.4677  9.3836  24.4307  0.0005  -0.0003  -0.0053
O  5.5104  5.5429  7.9383  0.0024  -0.0035  0.0083
O  0.0534  0.1082  8.0196  0.0075  -0.0104  0.0091
O  7.6168  4.0544  8.5844  -0.0019  0.0008  0.0019
O  6.565  10.0261  9.003  -0.0004  0.0008  0.0076
O  9.8526  6.2032  8.5707  0.0009  -0.0005  0.0002
O  2.1755  9.4549  8.4954  -0.007  -0.0034  -0.0047
O  4.5658  0.7743  8.7788  -0.0035  0.0028  -0.0064
O  1.0712  3.8554  9.1891  -0.0009  0.0019  0.0095
O  9.4132  2.0904  8.9801  -0.0024  0.0011  0.0117
O  3.8864  7.3817  8.8998  -0.001  0.0026  0.0033
O  7.2568  8.1745  23.7722  -0.0007  -0.0014  -0.0007
O  8.1307  2.0757  23.3086  0.0034  -0.0008  -0.0146
O  5.1961  5.9174  23.4665  0.0006  -0.0021  0.0052
O  1.971  2.899  23.423  -0.0005  0.0003  -0.0021
O  10.9777  0.2585  23.3896  -0.0019  -0.0022  0.0009
O  0.5652  5.1343  23.6281  0.0022  -0.0018  -0.007
O  3.1874  7.636  23.4324  0.0016  -0.0017  -0.0025
O  6.0178  10.5246  23.4368  -0.0008  -0.0015  -0.0124
Si  6.1545  -2.8264  20.4445  -0.0034  0.0038  0.0034
Si  4.1674  6.7137  22.5027  -0.002  0.0015  -0.0008
Si  -6.7074  15.2643  11.7725  -0.003  0.0089  0.0031
Si  5.6582  1.6338  12.287  -0.001  -0.0028  0.0005
Si  5.9284  0.4617  9.6271  0.0055  0.0012  -0.0062
Si  -1.1076  -0.6213  16.3234  -0.0013  -0.0003  0.0007
Si  -0.0148  -0.4499  13.4016  0.0049  0.0048  0.0087
Si  -1.935  2.2653  21.9296  0.0002  -0.0013  0.0044
Si  5.4604  4.9993  14.2954  -0.0009  0.0006  0.0006
Si  2.8495  3.4513  18.5562  -0.001  0.0021  -0.0079
Si  2.1674  -2.2838  12.4264  0.0058  -0.0005  -0.0044
Si  2.0618  5.4857  20.648  0.0002  -0.0039  -0.0005
Si  8.079  2.8604  9.5718  0.0024  -0.0051  -0.0015
Si  0.1227  8.0358  20.4472  0.0039  0.004  -0.0054
Si  12.8523  3.1958  15.885  -0.0006  -0.0004  -0.0008
Si  3.8484  -3.3342  14.6614  0.0007  -0.0011  0.003
Si  -1.359  5.6356  13.9821  0.0007  -0.003  0.0039
Si  -2.8838  14.4749  19.2544  -0.0023  -0.0042  -0.0007
Si  5.7827  3.5196  17.181  -0.0019  -0.0004  -0.0037
Si  8.5687  6.4891  19.3998  -0.0023  0.0037  -0.0021
Si  -3.7421  -1.4009  22.8764  0.0033  0.0031  0.0062
Si  -1.4399  7.1795  16.4961  0.001  -0.0021  -0.0037
Si  7.6428  1.2252  17.5296  -0.0006  0.0015  -0.0024
Si  3.0265  0.8425  20.2118  -0.0031  0.0008  -0.0047
Si  12.131  4.2357  10.7794  -0.0017  0.0033  -0.0043
Si  5.4325  10.4875  18.7738  0.0019  0.0001  -0.0052
Si  10.044  10.5414  22.2213  -0.0008  0.0025  0.0104
Si  -0.6768  -3.0123  12.2103  0.0022  0.0003  -0.0016
Si  1.1682  -0.9558  18.2984  -0.0065  -0.0027  -0.0058
Si  2.5199  8.15  9.3815  -0.0008  -0.0002  -0.0047
Si  -3.1474  3.6669  12.6209  0.0025  0.0043  -0.0015
Si  -0.1261  6.6568  9.7924  0.0057  -0.0029  -0.0068
Si  0.7841  3.7972  22.7209  -0.0074  0.0024  0.0028
Si  -7.4822  1.3229  14.3105  -0.0017  0.0033  0.0036
Si  12.1149  6.096  15.509  0.0014  0.0004  0.0001
Si  0.8881  2.2324  13.1882  -0.0006  0.0041  0.0044
Si  3.5836  -0.9728  16.3825  0.0011  -0.0003  -0.0009
O  2.2555  -1.4445  17.193  -0.0008  0.0014  0.0009
O  -1.9963  -6.0396  19.3982  -0.0016  -0.0067  0.0037
O  4.6376  -0.2373  17.3684  -0.0007  -0.0015  0.003
O  -2.0902  6.1839  15.3551  -0.0015  0.0005  0.0015
O  0.661  3.2304  11.9331  0.0001  -0.0034  0.0028
O  1.2764  -4.0161  20.7825  -0.0068  0.0043  0.0021
O  1.32  7.0709  9.1621  0  0.0051  0.0036
O  -6.0763  2.8337  11.4873  0.0021  -0.0003  -0.0012
O  9.2994  -4.1521  12.8514  -0.0015  0.0001  -0.002
O  5.0863  -4.3756  14.5533  -0.0001  0.0011  -0.0008
O  2.4106  1.6328  13.0908  0.0015  -0.001  -0.001
O  4.1707  4.434  13.425  0.0009  -0.0009  0.0003
O  -4.0261  0.2326  18.6193  -0.0008  -0.0006  0.0024
O  3.3319  2.5674  15.362  0.0023  0  0.0007
O  4.3565  8.6866  15.7546  -0.0004  0.0023  0.0012
O  5.7833  4.3758  15.7772  0.0006  -0.0023  0.0021
O  2.3636  7.1187  15.1312  -0.0012  0.0014  -0.0004
O  8.7038  -0.8341  23.0342  0.0035  0.0002  -0.003
O  -5.7564  16.4107  11.1116  -0.0095  0.0043  -0.023
O  1.9996  4.8074  16.0228  0.0011  -0.0011  0.0014
O  6.6774  4.0376  18.4852  0.0018  0.0016  0.0039
O  1.1707  4.263  21.2248  0.0035  0.0056  -0.0029
O  4.2772  3.536  17.7775  0.0012  0.0009  0.0022
O  6.9295  1.7247  9.4766  -0.0035  -0.0015  -0.0011
O  0.9088  -3.327  12.5589  -0.0022  -0.0011  0.0004
O  -0.6438  3.0766  22.4912  -0.0018  -0.0027  0.0024
O  6.4494  2.0701  16.7732  0.0007  0.0007  0.0035
O  -0.8262  7.9069  10.5824  -0.0036  0.0039  0.0057
O  -8.4745  4.955  19.1393  -0.0002  -0.0009  0.0004
O  20.5764  7.2662  20.3388  0.0032  0.0011  0.0011
O  5.6923  0.3542  11.2487  0.0005  0.0032  0.0074
O  8.6699  6.9802  17.8635  -0.0018  0.0009  0.0026
O  -2.8985  2.9712  20.8051  -0.0008  0.0042  -0.0028
O  9.1177  4.1386  13.4801  0.0011  0.0007  0.0004
O  -9.184  2.8006  17.4805  0.0003  -0.0001  0.0047
O  -0.2276  12.0146  12.8836  -0.0013  -0.0063  -0.0002
O  -1.0701  -1.5173  12.7516  -0.002  0.0007  0.0001
O  0.5966  -2.28  19.035  0.0019  -0.0004  0.0107
O  2.9773  2.4237  19.8083  0.0006  -0.0027  0.0069
O  1.8747  10.987  19.355  -0.0002  -0.0004  0.0029
O  2.6719  8.7033  10.8857  -0.0019  -0.0003  -0.0035
O  3.5363  -2.666  13.207  0.0017  -0.0006  0.0019
O  5.5922  8.8928  19.1229  -0.0005  -0.0009  0.0031
O  -11.0779  -0.2855  17.5927  0.0026  -0.0029  0.0027
O  8.5269  0.361  16.4645  0.0015  -0.0027  0.0015
O  4.9433  7.6407  21.4152  0.0051  0.0016  -0.0033
O  2.7507  4.5484  11.1251  0.0039  -0.0023  0.001
O  -4.2221  4.7564  13.2547  -0.0013  -0.0011  0.0007
O  -6.3966  11.2  19.9416  -0.0029  0.0003  0.006
O  -0.2031  10.5876  15.006  -0.0006  0.0006  -0.0046
O  6.999  9.2223  21.2963  -0.0031  -0.0054  -0.0058
O  0.2477  -5.359  14.2681  0.0002  0.0012  -0.0003
O  8.6158  13.2431  18.3165  0.0013  0.0013  0.0042
O  8.2442  3.5994  11.0321  -0.0022  0.005  0.0066
O  7.1291  2.1712  12.8162  -0.0011  -0.0012  0.0005
O  -0.1233  -1.6492  21.4963  0.004  -0.0057  -0.0006
O  1.5077  -0.8958  12.971  -0.0058  0.0047  0.0015
O  0.1601  6.7796  16.6043  0.0001  -0.0003  0.0018
O  0.1479  5.4859  10.8862  -0.0006  -0.0013  0.0016
O  0.7669  2.7694  14.7658  0.0016  0.0003  0.0004
O  7.0808  6.843  19.9875  0.0007  -0.0016  0.002
O  3.3614  5.6142  21.6209  -0.0022  -0.0006  0.0002
O  -1.5985  8.7666  16.1699  0  0.007  -0.0006
O  3.1061  -0.0041  15.172  0.0007  -0.0018  0.0008
O  -1.3759  0.852  21.2722  0.0003  0.0021  0.0002
O  -6.0147  1.1622  13.6572  -0.0003  0.0004  -0.0006
H  2.7333  0.696  21.6427  0.0014  0.002  -0.0028
H  -6.1267  16.9497  10.3916  0.0093  -0.0076  0.0222

Results
free energy: -135766.972 eV
free energy less fixed offsets of H -15.97, O -568.88, Si -635.61 eV per atom: 0.298 eV

The program warned: the cutoff lies below the one the program advises for these potential files; the forces do not sum to zero within the program's tolerance; the exchange-correlation potential is rough where the density is thin.
